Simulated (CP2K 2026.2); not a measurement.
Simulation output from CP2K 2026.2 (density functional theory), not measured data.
Periodic cell of 518 atoms, Si360O158, from a study of silicon, its oxide and their interface. The atomic structure is a simulated model.
Doubt: the forces sum to 1.44 eV/angstrom along one axis rather than to zero, so they err by at least 0.0028 eV/angstrom per atom on average; the grid cutoff is modest.

Settings
functional: PBE
method: Gaussian and plane waves
basis set: DZVP-MOLOPT-SR-GTH
pseudopotentials: GTH-PBE
grid cutoff: 300 Ry, relative cutoff 40 Ry
k points: Gamma only
occupations: fixed
spin: none
net charge: 0

Cell vectors (angstrom)
a 16.32 0 0
b 0 16.32 0
c 0.4562 -1.7898 34.5361

Atoms and the computed forces on them: element, x, y, z (angstrom), force x, y, z (eV/angstrom)
Si -6.559 -4.125 -4.25 0.06 -0.093 0.037
Si -0.146 0.044 -2.366 0.136 0.139 0.642
Si -2.9 2.521 0.167 0.181 0.104 0.712
Si -0.038 5.76 -0.127 0.017 -0.313 0.759
Si -2.443 -7.232 -5.288 0.032 0.063 0.008
Si -2.384 -6.723 -2.444 -0.138 -0.026 0.228
Si 1.492 -1.275 -4.61 -0.113 0.027 0.086
Si 3.986 0.382 -4.965 -0.026 -0.025 0.03
Si 2.173 2.105 -0.012 -0.136 -0.009 0.624
Si -10.714 4.729 -2.769 0.044 0.118 0.118
Si 1.543 7.796 -1.954 0.051 0.074 0.099
Si 5.264 -4.81 -2.846 -0.05 -0.058 0.2
Si -8.805 -2.708 -2.749 0.087 -0.041 0.191
Si -4.489 0.758 -1.709 -0.083 -0.083 -0.001
Si -5.799 2.784 -3.594 -0.036 0.007 0.114
Si -5.123 5.478 -2.543 0.054 0.033 0.102
Si -6.796 8.1 -2.463 -0.057 -0.15 0.121
Si -5.218 -5.687 -1.875 0.107 0.256 0.658
Si 0.448 0.392 -0.048 -0.007 0.001 -0.083
Si 3.188 2.744 -2.962 -0.036 -0.109 0.08
Si 1.738 6.696 -4.942 0.104 -0.029 0.124
Si 3.322 8.688 0.16 0.055 0.167 0.638
Si 0.526 -4.966 0.298 -0.014 0.036 -0.005
Si 2.212 -3.257 0.141 -0.139 -0.119 0.625
Si 5.848 0.422 0.074 0.193 0.247 0.51
Si -8.723 2.164 -0.064 -0.013 0.005 -0.066
Si 5.955 5.94 0.062 0.215 0.066 0.624
Si -8.553 7.554 0.055 -0.191 -0.017 0.584
Si 5.013 10.393 0.124 -0.176 -0.132 0.7
Si -7.735 -2.325 0.181 0.118 0.264 0.62
Si -6.084 -0.582 0.241 -0.136 -0.138 0.613
Si -2.185 4.583 -2.129 -0.101 0.037 0.213
Si -5.163 5.672 0.319 -0.151 -0.121 0.692
Si -2.975 8.001 0.206 0.128 0.215 0.658
Si -4.896 -4.857 0.239 0.017 0.05 -0.004
Si -3.243 -3.117 0.141 -0.039 -0.178 0.573
Si -1.25 1.348 1.324 -0.047 0.007 -0.016
Si 1.262 4.066 1.073 -0.013 0.036 -0.021
Si -1.345 6.877 1.457 -0.006 -0.023 -0.047
Si 1.514 9.579 1.454 0.05 -0.087 -0.085
Si -1.376 -4.027 1.346 -0.013 -0.017 -0.026
Si 1.35 -1.368 1.282 -0.015 -0.002 -0.005
Si 4.031 1.343 1.29 -0.044 0.004 0.008
Si 6.775 4.024 1.226 0.015 0.017 -0.003
Si 4.19 6.852 1.341 -0.024 -0.015 -0.034
Si 6.834 9.416 1.261 -0.004 -0.001 -0.064
Si 4.043 12.172 1.355 0.022 -0.044 -0.079
Si -9.513 -1.315 1.363 0.052 -0.028 -0.044
Si -6.984 1.284 1.344 0.07 0.022 -0.052
Si -4.074 4.019 1.534 0.029 0.028 -0.003
Si -6.849 6.776 1.479 -0.03 0.027 -0.012
Si -4.068 -6.685 1.464 -0.044 -0.027 -0.009
Si -6.726 -4.016 1.442 -0.046 -0.003 -0.028
Si -4.201 -1.409 1.444 -0.003 0.013 -0.08
Si -2.716 -0.006 2.646 0.019 -0.024 0.001
Si 0.021 2.784 2.672 0.008 0.017 -0.036
Si -2.667 5.43 2.795 0.02 -0.007 0.021
Si 0.069 8.221 2.74 -0.044 0.023 0.023
Si -2.619 -5.435 2.801 -0.033 0.033 -0.038
Si -0.072 -2.617 2.716 0.029 -0.055 -0.058
Si 2.768 -0.08 2.679 -0.009 -0.007 -0.025
Si 5.34 2.778 2.654 0.039 -0.012 -0.041
Si 2.694 5.415 2.512 -0.017 -0.026 -0.021
Si 5.51 8.153 2.783 0.008 0.015 0.001
Si 2.781 10.905 2.882 -0.004 -0.007 -0.014
Si 5.427 -2.733 2.635 -0.024 0.014 0.024
Si -8.241 0.001 2.84 0.024 0.003 0.008
Si -5.551 2.648 2.712 -0.045 0.01 0.009
Si -8.163 5.299 2.736 -0.045 0.014 -0.05
Si -5.493 8.241 2.752 0.05 -0.044 0.005
Si -8.147 -5.478 2.624 -0.009 -0.022 -0.012
Si -5.447 -2.723 2.918 -0.022 0.005 -0.02
Si -1.406 -1.315 4.106 -0.013 0.047 0.025
Si 1.394 1.362 3.993 -0.018 0.02 -0.018
Si -1.315 4.072 4.122 -0.006 0.013 0.011
Si 1.405 6.769 4.001 0.029 -0.004 0.009
Si -1.293 9.527 4.144 0.038 0.003 0.032
Si 1.323 12.304 4.081 0.01 0.003 0.005
Si 4.099 -1.401 4.072 0.01 -0.024 0.008
Si 6.7 1.414 4.081 -0.021 -0.029 -0.019
Si 4.014 4.126 4.016 -0.04 -0.005 0.025
Si 6.828 6.732 4.089 0.002 0.01 0.012
Si 4.149 9.508 4.156 0.024 0.005 0.036
Si 6.805 12.222 3.997 0.02 0.006 0.011
Si -6.834 -1.335 4.181 0 0.005 0.034
Si -4.095 1.334 4.026 -0.009 -0.001 0.016
Si -6.818 4.015 4.131 0.021 -0.006 0.036
Si -4.092 6.829 4.064 0.004 -0.007 -0.022
Si -6.839 -6.766 4.114 0.005 -0.003 0.014
Si -4.032 -4.102 4.161 -0.013 -0.014 -0.015
Si 0.005 0.049 5.4 0.009 -0.017 0.014
Si 2.713 2.724 5.398 0.009 -0.016 0.008
Si 0.046 5.454 5.433 0.03 0.008 -0.007
Si 2.74 8.123 5.424 -0.013 -0.001 -0.002
Si 0.026 10.917 5.476 0.005 -0.004 0.016
Si 2.712 -2.704 5.446 0.01 -0.006 0
Si 5.408 0.001 5.44 0 0.005 0.014
Si 8.106 2.701 5.468 0.006 -0.014 0.012
Si 5.403 5.431 5.422 -0.013 0 0.009
Si 8.163 8.134 5.446 -0.004 0.005 0.001
Si 5.491 10.898 5.458 0.013 0.007 -0.008
Si 8.123 -2.748 5.445 -0.022 -0.019 -0.007
Si -5.425 0.016 5.468 -0.014 -0.005 0.004
Si -2.735 2.707 5.409 -0.023 -0.011 -0.01
Si -5.438 5.436 5.423 -0.006 0.013 -0.012
Si -2.709 8.158 5.444 -0.012 0.016 -0.011
Si -5.44 -5.446 5.476 -0.013 0.005 0.019
Si -2.709 -2.703 5.49 -0.008 0 0
Si -1.384 1.35 12.247 0.002 -0.007 0.001
Si 1.345 4.082 12.248 0.004 0.002 0.004
Si -1.363 6.802 12.255 -0.006 0.008 0.008
Si 1.368 9.54 12.221 0.003 -0.015 -0.01
Si -1.373 -4.062 12.24 -0.012 0.015 0.007
Si 1.35 -1.36 12.234 0.005 -0.015 -0.005
Si 4.069 1.368 12.23 -0.019 0.014 -0.006
Si 6.82 4.068 12.24 0.015 -0.006 0.001
Si 4.095 6.808 12.228 -0.002 -0.003 -0.01
Si 6.796 9.504 12.232 0.006 0.003 -0.011
Si 4.06 -4.089 12.231 0.018 0 -0.009
Si 6.805 -1.347 12.237 -0.023 -0.003 0.007
Si -6.781 1.372 12.246 0.01 0 -0.007
Si -4.096 4.058 12.249 0.003 -0.002 0.002
Si -6.792 6.794 12.239 -0.009 0.011 -0.001
Si -4.066 9.51 12.234 0.006 -0.007 -0.001
Si -6.796 -4.075 12.247 -0.003 -0.007 0.011
Si -4.067 -1.341 12.25 0.003 0.006 -0.006
Si -2.728 0.01 13.654 0.003 -0.006 0.011
Si -0.03 2.71 13.594 -0.003 0.016 -0.008
Si -2.739 5.42 13.594 0.003 0.006 -0.003
Si 0.015 8.19 13.579 0.001 0.011 -0.003
Si -2.733 -5.43 13.596 -0.011 -0.033 -0.004
Si -0.026 -2.693 13.606 0.008 0 0.007
Si 2.701 0.012 13.582 0.02 0.017 -0.008
Si 5.451 2.706 13.586 -0.029 -0.006 -0.008
Si 2.73 5.453 13.572 -0.015 -0.01 0
Si 5.449 8.151 13.616 0.001 0.006 0.007
Si 2.701 10.889 13.619 -0.007 -0.009 0.006
Si 5.425 -2.72 13.559 0.009 -0.001 0.003
Si -8.139 0.014 13.593 -0.002 0.001 -0.007
Si -5.431 2.705 13.654 -0.021 0.005 0.01
Si -8.131 5.421 13.604 0.018 -0.004 0.007
Si -5.419 8.145 13.593 0.01 0.011 -0.008
Si -8.166 -5.455 13.577 -0.004 -0.008 0.006
Si -5.423 -2.704 13.598 -0.009 -0.012 -0.001
Si -1.359 -1.344 15.021 -0.016 0.019 0.005
Si 1.317 1.345 14.95 0.014 -0.033 0.003
Si -1.396 4.055 14.957 -0.004 -0.01 -0.014
Si 1.373 6.819 14.921 0.014 0.014 -0.009
Si -1.344 -6.768 14.937 0.001 0.008 -0.001
Si 1.316 -4.054 14.966 0.009 -0.01 0.004
Si 4.079 -1.347 14.908 0.002 0.009 -0.012
Si -9.505 1.356 14.959 -0.015 -0.007 0
Si 4.09 4.084 14.915 0.046 0.005 -0.006
Si -9.491 6.772 14.958 -0.022 0.005 0.003
Si 4.073 9.518 14.966 0.002 0.005 0.007
Si -9.541 -4.086 14.904 -0.026 -0.01 -0.01
Si -6.774 -1.339 14.953 0.023 0.019 -0.004
Si -4.08 1.354 15.056 0 -0.013 0.017
Si -6.784 4.08 15.013 0.028 -0.009 0.005
Si -4.094 6.759 14.97 -0.027 0.016 0.003
Si -6.774 9.526 14.922 0.002 -0.006 0.002
Si -4.088 -4.072 14.974 -0.008 -0.013 0.005
Si -0.034 0.049 16.409 0.013 0.011 0.017
Si 2.724 2.706 16.224 -0.028 0.014 -0.032
Si 0.005 5.431 16.219 -0.02 0.006 -0.03
Si 2.713 8.15 16.33 0.021 0.043 -0.012
Si -0.051 -5.388 16.359 -0.025 0.003 0.017
Si 2.663 -2.63 16.259 -0.009 0.026 -0.005
Si 5.497 -0.077 16.281 0.022 -0.019 -0.024
Si -8.194 2.744 16.346 -0.001 0.014 -0.021
Si 5.454 5.407 16.308 0.001 -0.022 0.002
Si -8.079 8.126 16.269 0.024 -0.007 0.018
Si 5.416 10.921 16.298 -0.025 -0.034 0.025
Si -8.149 -2.742 16.22 -0.029 -0.011 -0.06
Si -5.452 -0.028 16.412 0.004 0.011 0.016
Si -2.721 2.744 16.418 -0.013 -0.013 0.004
Si -5.409 5.405 16.419 -0.004 -0.002 0.003
Si -2.684 -8.184 16.231 0.029 -0.023 -0.04
Si -5.488 -5.406 16.324 -0.027 0.012 0.022
Si -2.707 -2.749 16.355 0.034 -0.007 -0.01
Si -1.378 1.417 17.828 0.025 0.007 -0.026
Si 1.364 4.08 17.549 0.015 0.024 0.032
Si -1.336 6.762 17.587 0.003 0 0.003
Si 1.323 -6.781 17.642 0.002 -0.002 -0.024
Si -1.379 -4.039 17.83 -0.016 0.023 -0.022
Si 1.359 -1.312 17.735 0.004 -0.031 -0.03
Si 4.109 1.327 17.507 -0.014 0.027 -0.015
Si -9.559 4.074 17.762 0.016 -0.003 0.01
Si 4.11 6.77 17.654 -0.014 -0.028 -0.021
Si -9.445 9.522 17.53 -0.018 0.073 -0.038
Si 3.987 -3.982 17.589 0.007 -0.012 -0.015
Si 6.855 -1.487 17.651 -0.015 -0.004 0.058
Si -6.874 1.373 17.703 0.007 -0.013 0.006
Si -4.049 4.071 17.861 -0.003 0.017 0.004
Si -6.787 6.781 17.745 -0.037 0.009 -0.011
Si -4.046 -6.813 17.521 -0.017 -0.03 -0.017
Si -6.901 -4.031 17.697 0.025 -0.054 0.063
Si -4.07 -1.456 17.743 -0.021 -0.022 0.017
Si -2.799 -0.005 19.117 -0.018 0.054 0.037
Si 0.104 2.822 19.087 -0.009 -0.039 0.046
Si -2.587 5.486 19.141 -0.005 -0.011 0.049
Si -0.019 8.141 18.95 0.009 0.006 0.025
Si -2.811 -5.522 19.039 0.022 0.027 0.105
Si 0.01 -2.601 19.183 -0.041 -0.012 0.056
Si 2.809 0.066 18.982 -0.006 -0.018 0.068
Si 5.386 2.583 19 0.052 -0.008 0.04
Si 2.749 5.355 18.946 0.012 0.028 0.027
Si 5.503 8.217 18.857 -0.033 0.011 -0.051
Si 2.615 -5.327 18.93 -0.064 0.043 0.016
Si 5.427 -2.804 19.026 -0.014 -0.021 0.02
Si -8.166 -0.09 19.049 0.003 0.039 -0.017
Si -5.524 2.686 19.138 0.026 0.011 0.039
Si -6.973 4.019 20.454 0.053 0.099 -0.716
Si -5.313 -8.146 18.957 0.032 -0.03 0.045
Si -8.226 -5.471 19.046 -0.03 -0.056 0.018
Si -5.493 -2.785 19.143 0.06 -0.034 0.039
Si -1.254 -1.077 20.528 0.006 -0.09 -0.784
Si 1.942 1.885 20.221 0.107 0.079 -0.607
Si -0.851 4.5 20.475 -0.165 -0.083 -0.779
Si 1.333 6.698 20.222 -0.004 0.028 -0.625
Si -1.802 -7.306 20.211 -0.191 -0.115 -0.65
Si 1.306 -4.075 20.498 0.021 0.033 -0.725
Si 4.544 -0.962 20.21 0.167 0.137 -0.589
Si -10.042 0.729 20.217 -0.148 -0.112 -0.584
Si 3.617 3.555 20.209 0.033 -0.002 0.047
Si 4.383 -6.396 19.951 0.028 0.013 0.047
Si 4.905 6.672 -5.165 -0.081 0.073 0.045
Si -6.404 -6.488 20.182 0.037 0.044 -0.04
Si -6.353 -0.919 20.358 0.096 0.078 -0.649
Si -4.648 0.837 20.335 -0.148 -0.119 -0.631
Si -8.241 5.504 19.134 0.031 -0.046 0.011
Si -3.514 7.324 20.283 0.09 0.17 -0.651
Si 6.13 -4.736 20.28 -0.002 -0.076 -0.651
Si -4.662 -4.718 20.316 -0.189 -0.143 -0.744
Si 1.751 -6.658 23.973 -0.06 -0.034 -0.023
Si -9.407 7.157 20.4 -0.016 0.041 0.012
Si 0.756 0.338 22.403 0.088 0.131 -0.084
Si -9.614 7.593 25.136 -0.026 -0.001 -0.067
Si 4.373 -2.686 24.937 0.004 -0.066 -0.087
Si 2.713 3.493 -7.868 -0.023 0.031 -0.04
Si -5.386 -5.619 25.179 -0.047 0.078 0.073
Si -0.676 -5.695 22.489 0.026 -0.067 -0.126
Si 0.076 2.523 -9.057 0.09 -0.003 -0.152
Si -4.931 8.057 -6.532 -0.008 -0.023 0.016
Si -7.381 -6.919 -5.273 0.041 0.041 0.087
Si -9.553 -3.908 23.255 -0.043 -0.139 -0.064
Si -9.131 2.521 22.276 -0.031 -0.1 -0.087
Si -3.674 1.176 23.379 0.003 -0.007 -0.158
Si 2.358 -3.74 -2.902 -0.033 0.102 0.32
Si -3.745 6.563 23.403 0.029 0.043 -0.131
Si 3.349 -7.553 21.65 0.167 0.198 -0.554
Si -1.323 5.234 -8.528 -0.062 0.02 -0.011
Si 2.794 -2.069 22.412 0.184 0.062 -0.147
Si -7.833 3.632 24.628 -0.006 0.1 -0.13
Si 1.631 -7.431 -8.853 0.14 0.038 -0.003
Si -10.338 6.74 -8.126 -0.095 0.055 -0.015
Si -3.917 -0.073 -7.268 -0.047 -0.042 0.163
Si -8.682 2.516 -2.466 0.044 -0.152 0.844
Si 0.094 -2.455 -6.964 -0.115 0.06 0.079
Si -3.764 2.465 -5.67 0.021 0.076 0.014
Si -6.47 -0.986 -8.791 -0.145 -0.071 0.039
Si 4.44 4.097 22.322 -0.361 -0.416 -0.551
Si -2.343 -4.541 -6.776 0.033 -0.016 -0.013
Si -3.396 -4.271 23.209 0.043 -0.06 -0.203
Si -10.237 -0.086 -2.912 -0.055 0.075 0.162
Si 4.028 -5.972 -7.633 0.055 -0.042 0.004
Si -4.096 -2.458 -5.296 0.065 0.028 0.118
Si -2.253 -1.651 23.32 -0.045 0.084 -0.09
Si -8.121 -6.409 24.058 -0.088 -0.056 -0.026
Si -1.982 3.896 23.35 -0.068 0 -0.218
Si -2.735 -1.601 -2.634 -0.161 -0.027 0.188
Si -4.094 -6.169 -8.686 -0.029 0.043 0.003
Si -1.185 2.514 -4.05 0.053 -0.066 0.063
Si -10.72 6.935 22.361 0.433 0.04 -0.485
Si 3.606 4.372 25.151 0.056 -0.094 -0.008
Si -7.711 -7.914 21.517 0.087 0.054 -0.686
Si 0.232 -5.689 -1.869 0.257 0.225 0.668
Si -6.506 5.765 22.889 -0.064 -0.083 -0.115
Si -0.248 7.69 -6.973 0 -0.003 0.087
Si 2.718 -3.345 -8.18 -0.024 -0.044 -0.129
Si 4.96 1.466 -7.794 -0.016 -0.062 0.027
Si -4.104 5.021 -7.089 -0.029 0.087 0.055
Si -10.415 -6.809 -5.177 -0.012 0.039 0.038
Si 1.32 3.749 -5.089 0.029 -0.063 0.012
Si -8.317 1.271 -8.69 0.023 -0.091 -0.06
Si -7.305 -1.822 23.265 0.073 0.138 -0.038
Si -6.181 3.539 -8.907 -0.086 -0.038 -0.097
Si -1.129 -0.263 -8.704 -0.044 0.031 -0.055
Si -1.365 1.371 6.785 -0.003 0.009 -0.006
Si 1.375 4.075 6.795 -0.013 -0.001 0.001
Si -1.341 6.798 6.792 0.005 -0.004 0.001
Si 1.385 9.51 6.785 0.013 0.012 -0.002
Si -1.35 -4.067 6.833 0.007 0.001 0.007
Si 1.354 -1.322 6.782 -0.006 -0.006 -0.003
Si 4.057 1.368 6.793 -0.005 0.005 0.003
Si 6.763 4.082 6.803 -0.007 -0.006 0.006
Si 4.08 6.789 6.811 0.005 0.004 0
Si 6.821 9.513 6.813 -0.005 -0.01 -0.001
Si 4.086 -4.073 6.794 -0.018 -0.012 -0.003
Si 6.777 -1.365 6.797 0.016 0.009 -0.002
Si -6.814 1.362 6.809 0.004 0.003 0.006
Si -4.075 4.079 6.781 0.004 0.002 0
Si -6.787 6.791 6.802 -0.001 -0.003 -0.002
Si -4.075 -6.814 6.817 0 0 0.007
Si -6.812 -4.08 6.816 0.017 0.007 0
Si -4.084 -1.354 6.83 0.001 -0.003 0.012
Si -2.712 0.009 8.161 0.007 -0.003 -0.003
Si -0.01 2.732 8.152 -0.004 0.012 0.005
Si -2.708 5.431 8.147 -0.001 -0.007 0.006
Si 0.009 8.169 8.154 0 0.015 -0.008
Si -2.721 -5.437 8.172 -0.007 0.012 0.002
Si 0.012 -2.694 8.158 -0.002 -0.003 0.001
Si 2.704 0.017 8.164 -0.02 0.018 0.01
Si 5.425 2.715 8.165 0.01 -0.005 0.002
Si 2.725 5.431 8.17 0.013 -0.008 -0.002
Si 5.443 8.158 8.159 -0.011 0.012 0
Si 2.735 -5.446 8.15 0.013 -0.024 0.003
Si 5.426 -2.714 8.17 -0.013 0.015 0
Si -8.164 -0.015 8.16 0.015 -0.022 0.001
Si -5.446 2.731 8.149 -0.008 0.008 -0.004
Si -8.169 5.437 8.147 -0.013 0.014 -0.009
Si -5.432 8.145 8.174 0.017 -0.018 0.009
Si -8.151 -5.449 8.182 0.011 -0.02 -0.009
Si -5.451 -2.716 8.174 -0.009 -0.001 0.008
Si -1.357 -1.351 9.52 0.01 -0.005 0.003
Si 1.342 1.372 9.522 -0.002 -0.01 0.003
Si -1.364 4.081 9.526 0 0.004 0.01
Si 1.359 6.8 9.52 0.004 -0.005 0.006
Si -1.351 9.524 9.521 -0.005 -0.006 0
Si 1.365 -4.074 9.501 -0.001 0.006 -0.009
Si 4.067 -1.351 9.522 0.004 -0.007 0.002
Si 6.799 1.355 9.516 -0.006 0.01 -0.005
Si 4.08 4.079 9.534 -0.009 0 0.004
Si 6.805 6.795 9.515 0.01 0.006 -0.008
Si 4.086 9.519 9.514 0.004 -0.006 -0.006
Si 6.795 -4.08 9.526 -0.005 -0.007 -0.003
Si -6.802 -1.356 9.535 0.005 0.003 0.005
Si -4.083 1.369 9.508 0.004 -0.004 0
Si -6.805 4.084 9.51 -0.001 0.005 -0.001
Si -4.067 6.783 9.521 0 0.006 0.009
Si -6.79 9.512 9.534 0 0.011 0.006
Si -4.085 -4.077 9.529 -0.011 -0.001 0.003
Si -0.011 0.006 10.886 -0.006 0.008 0.003
Si 2.705 2.729 10.882 0.006 0.002 -0.006
Si -0.007 5.446 10.886 -0.001 0.002 0.004
Si 2.726 8.165 10.873 0.013 0.019 -0.011
Si -0.001 10.902 10.875 0.002 0 -0.002
Si 2.71 -2.721 10.874 -0.008 -0.006 0.001
Si 5.434 0.005 10.879 0.004 0.001 -0.004
Si 8.171 2.715 10.873 0.004 -0.003 -0.008
Si 5.456 5.435 10.884 -0.002 0.003 0
Si 8.163 8.148 10.88 -0.009 -0.009 -0.002
Si 5.435 10.874 10.882 -0.014 -0.015 0.002
Si 8.159 -2.719 10.886 0.012 0.004 0.006
Si -5.43 0.011 10.883 0 -0.001 -0.004
Si -2.731 2.715 10.881 -0.007 -0.005 -0.009
Si -5.44 5.428 10.88 0.001 0.003 -0.001
Si -2.708 8.153 10.874 -0.002 0.003 -0.004
Si -5.436 -5.443 10.892 0.005 -0.01 0.004
Si -2.723 -2.704 10.877 0.001 -0.004 -0.002
O -3.079 -2.604 -1.416 -0.088 -0.212 -0.219
O -1.086 5.45 -1.337 -0.132 0.044 -0.399
O -2.537 3.327 -1.187 -0.315 -0.135 -0.416
O 2.566 2.164 -1.601 0.04 -0.132 -0.207
O 0.218 -1.566 -5.594 -0.489 0.23 -0.001
O 2.479 -2.985 -1.466 0.323 0.232 -0.23
O 5.407 -0.124 -1.428 -0.319 -0.135 -0.129
O 4.488 3.592 -2.563 0.186 -0.357 0.007
O 5.367 -5.586 -1.436 0.176 -0.132 -0.292
O -5.539 -3.038 -4.865 -0.102 0.405 -0.27
O -5.78 -0.137 -1.327 -0.354 -0.073 -0.392
O -3.529 -0.191 -2.576 0.001 0.136 -0.425
O -5.687 5.02 -1.09 -0.519 -0.251 -0.088
O -4.087 6.84 -0.128 -0.057 -0.114 -0.017
O -8.017 7.614 -1.511 -0.01 -0.238 -0.286
O -6.015 -7.081 -1.629 0.14 -0.049 0.028
O -6.014 -4.679 -2.838 -0.248 0.525 -0.053
O 1.072 6.742 -0.815 0.394 0.172 -0.152
O 0.248 0.732 23.879 -0.505 0.371 -0.075
O 5.401 8.093 -4.578 -0.153 0.068 0.319
O -4.253 -4.428 21.861 -0.092 0.247 0.145
O 2.272 3.337 -6.322 0.22 -0.466 -0.057
O -6.47 -7.862 -6.226 -0.261 -0.169 -0.379
O -1.402 3.811 21.843 -0.18 -0.377 0.106
O 1.861 8.124 24.457 -0.087 -0.245 -0.194
O -3.821 7.068 21.872 -0.098 0.026 0.221
O -0.777 1.449 -2.897 -0.071 0.16 0.262
O -8.408 -2.884 22.771 0.101 -0.235 -0.817
O -10.16 -4.527 21.902 -0.062 0.052 0.302
O 2.969 -7.961 -1.425 0.411 -0.079 -0.514
O 5.356 5.512 -4.146 0.287 -0.276 -0.248
O -9.767 6.937 23.667 0.693 -0.358 0.053
O -10.354 3.557 22.367 0.259 0.169 0.207
O 1.162 -4.829 -2.876 -0.272 -0.148 -0.292
O -0.429 1.151 -8.365 0.08 0.103 0.301
O 0.953 5.309 -5.206 -0.559 0.09 -0.278
O -0.988 -3.664 -6.925 0.043 0.057 0.119
O -6.192 -2.621 24.135 0.148 -0.071 -0.317
O -1.336 -5.509 -2.24 -0.171 0.529 0.178
O -8.034 3.018 21.195 -0.196 -0.439 -0.204
O -2.88 5.316 -8.096 -0.237 0.195 -0.38
O -9.712 -8.098 -8.337 0.351 0.171 0.341
O -8.978 -5.055 24.246 -0.217 0.053 0.36
O -0.791 3.862 24.444 0.588 0.22 -0.146
O -7.402 -7.563 -3.792 -0.261 -0.165 0.118
O -5.751 6.928 -2.883 0.225 0.234 -0.015
O 0.258 5.645 20.932 0.243 -0.1 0.123
O -6.552 -6.07 24.159 0.07 0.103 -0.626
O -5.211 6.003 23.813 -0.087 0.009 0.798
O -7.971 -0.7 24.229 -0.161 0.306 -0.295
O -6.658 -1.154 21.955 -0.029 0.187 0.279
O -10.402 -5.717 -3.998 0.432 0.158 0.076
O -1.172 -1.211 -2.529 0.198 -0.392 0.105
O -5.22 2.24 -4.99 -0.488 -0.098 -0.08
O -4.085 -5.139 24.365 0.22 -0.256 0.3
O -3.493 5.447 -2.54 0.175 0.48 -0.365
O 4.095 -1.367 21.747 0.258 -0.199 0.294
O -4.298 1.177 21.897 -0.179 0.14 0.185
O -6.798 -5.398 -5.23 0.287 0.078 -0.62
O 2.648 -6.804 -7.756 -0.243 -0.083 0.519
O 4.599 -8.116 22.519 0.109 0.246 0.435
O -0.45 6.222 -7.608 0.209 -0.353 -0.127
O -2.71 -0.12 23.569 0.521 -0.009 0.372
O -4.735 6.444 -6.621 0.025 -0.235 0.023
O 2.496 -5.698 25.013 0.062 0.19 -0.085
O 4.28 0.472 -8.856 -0.188 0.091 -0.059
O -8.483 -7.567 25.129 0.589 0.086 0.647
O -2.374 -7.742 -1.192 0.348 0.034 -0.291
O 3.733 -4.505 -3.227 -0.003 -0.32 -0.379
O -3.827 -6.038 -2.627 0.007 0.203 -0.589
O -1.866 -4.749 23.019 0.058 0.562 0.314
O -6.131 4.841 21.598 0.389 0.149 0.103
O 1.685 7.095 -3.384 -0.04 -0.426 -0.181
O -10.667 -3.133 24.086 0.159 0.049 0.057
O -4.869 2.123 -2.454 0.415 0.307 -0.029
O -2.904 2.582 23.592 0.025 0.063 0.028
O -3.11 -2.349 -4.013 0.12 -0.148 -0.15
O 2.682 5.049 -8.309 0.039 0.239 0.58
O -8.477 2.441 23.738 -0.031 -0.48 0.419
O 3.536 1.597 -4.016 0.072 -0.044 -0.202
O -3.405 -2.721 23.663 -0.45 0.212 0.429
O -3.796 1.228 -0.322 -0.143 -0.41 0.342
O 3.132 -2.498 23.922 -0.477 -0.296 0.583
O -6.401 -2.585 -8.451 -0.03 -0.056 0.293
O -10.252 -3.418 -2.713 -0.35 0.344 0.158
O -2.517 1.956 -4.769 0.036 -0.206 -0.294
O 4.567 5.7 22.372 -0.552 0.476 0.036
O -4.86 1.044 24.463 -0.057 -0.397 0.115
O -9.009 -1.126 -2.992 0.382 0.278 -0.118
O 2.292 7.571 21.233 -0.028 0.062 0.357
O -8.06 -2.894 -1.325 -0.019 -0.459 -0.168
O -2.51 -0.509 -7.911 -0.048 -0.177 -0.033
O 3.298 6.626 -5.376 -0.11 -0.053 0.035
O 2.052 -2.674 -4.051 -0.143 -0.375 -0.354
O -2.181 -5.664 -5.615 0.402 -0.021 0.293
O -4.008 -7.643 -5.354 -0.166 0.253 0.511
O -1.93 -1.921 21.751 -0.092 -0.63 -0.054
O 1.553 -3.11 -7.106 0.047 0.027 0.545
O 2.507 -6.512 22.555 -0.316 0.406 0.025
O -7.942 -3.356 -3.942 -0.18 0.342 -0.658
O 5.028 -0.478 -4.068 -0.051 -0.733 0.002
O -8.482 -6.944 22.578 -0.606 -0.036 -0.203
O 3.629 3.684 23.676 -0.24 -0.562 -0.002
O 4.869 -6.41 -6.342 0.008 0.16 0.007
O 0.229 -4.92 21.388 -0.289 -0.018 -0.256
O 1.666 1.536 21.815 0.053 0.163 0.544
O 1.082 -0.327 -3.359 0.397 0.204 0.037
O 4.217 2.899 -7.997 0.419 0.252 -0.247
O -1.643 8.16 -6.329 -0.171 -0.419 -0.374
O 2.086 3.673 -3.669 -0.167 0.303 0.2
O 2.357 -3.339 21.511 0.383 -0.205 0.193
O 0.222 -6.179 23.744 -0.24 -0.167 0.639
O -7.31 2.349 -3.302 0.162 -0.261 -0.588
O -10.793 5.74 -1.514 -0.288 0.278 -0.265
O -5.363 -5.15 -8.551 -0.412 -0.315 0.18
O 0.928 7.743 -5.859 0.058 0.429 -0.175
O 3.745 -4.396 -7.532 0.217 0.182 0.238
O 1.669 2.675 -8.8 0.199 -0.349 -0.342
O 2.629 5.659 25.176 -0.376 -0.035 -0.41
O -3.352 7.832 24.339 0.25 0.255 -0.243
O -8.915 -6.9 -5.779 0.008 0.034 -0.632
O 4.643 6.652 -9.019 0.086 0.021 -0.258
O 0.525 -7.279 -2.059 -0.336 -0.151 0.067
O -6.997 7.212 22.38 0.236 -0.104 0.152
O -5.105 -0.287 -8.323 0.172 0.142 0.018
O 0.189 -7.617 -8.149 -0.451 0.27 -0.192
O -3.804 1.512 -6.969 -0.035 0.344 -0.606
O 4.714 0.925 -6.293 0.276 0.16 0.22
O -1.337 -6.981 21.759 -0.093 -0.474 0.243
O -3.524 4.058 -5.912 0.315 0.077 0.574
O -1.973 -7.53 -3.778 0.579 -0.212 0.009
O 3.517 -1.99 -8.494 0.159 -0.085 0.74
O -4.22 -0.983 -5.959 -0.317 0.301 0.075
O -7.295 2.492 -8.367 0.178 0.253 0.275
O -0.428 0.124 21.302 -0.223 0.47 -0.203
O -1.491 3.975 -3.44 0.121 0.455 -0.059
O 4.852 -6.256 -8.987 -0.15 0.304 -0.432
O -0.729 3.741 -8.364 -0.234 -0.136 0.184
O -2.797 -5.36 -8.112 0.162 -0.176 -0.241
O -9.268 4 -2.781 0.257 0.457 -0.001
O 0.039 2.757 -5.088 -0.056 -0.284 -0.269
O -9.766 1.586 -8.053 0.073 0.221 0.19
O -9.664 1.079 21.791 -0.142 -0.489 0.598
O -4.44 -7.531 -7.885 -0.004 -0.334 -0.387
O -5.663 4.393 -3.6 -0.266 0.073 -0.382
O -9.69 1.42 -3.123 -0.059 0.166 -0.51
O -9.239 5.68 -8.637 -0.046 -0.244 0.208
O 1.559 -1.049 22.459 -0.117 -0.457 0.307
O -6.394 3.108 25.08 0.387 0.479 -0.233
O 2.698 -0.509 -5.381 0.006 -0.128 -0.422
O -3.499 -3.49 -6.379 -0.459 0.07 -0.1
O -2.74 5.31 23.537 0.009 0.053 0.411
O -5.23 4.067 -7.73 -0.211 -0.288 0.195
O -7.71 -0.15 -8.124 -0.326 -0.015 0.719
O -0.964 -2.02 24.235 0.498 -0.004 -0.336
O -0.18 -1.488 -8.241 0.105 -0.017 -0.356
O -7.635 4.987 23.755 -0.516 0.355 0.096
O -10.687 6.432 -6.588 0.143 -0.432 -0.045

Results
total energy: -107795.385 eV
total energy less fixed offsets of O -438.25, Si -107.07 eV per atom: -6.685 eV
